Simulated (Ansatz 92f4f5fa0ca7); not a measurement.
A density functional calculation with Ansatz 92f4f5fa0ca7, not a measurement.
Periodic cell of 422 atoms, Si266O156, from a study of silicon, its oxide and their interface. The atomic structure is a simulated model.
Doubt: the cutoff is far below the 930 eV that the study's wrapper takes by default for these files, so forces and energies are approximate.

Settings: functional PBE; potential files Ansatz PAW; basis plane waves; wave-function cutoff 580 eV; density cutoff ratio 5; exchange-correlation grid ratio 1; k mesh 1 x 1 x 1, Gamma-centred; self-consistency stop 5e-08 eV per atom in the density residual; occupations fixed; spin none; net charge 0.

Cell vectors (angstrom)
a 15.4687 0 0
b 0 12.8259 0
c 0 0 36.8528

Atoms: element, x, y, z (angstrom)
Si 0.0026 1.1778 34.1842
Si 3.8664 1.1815 34.1759
Si 7.6877 1.1846 34.1625
Si 11.5867 1.1766 34.1873
Si 1.9152 7.5696 34.1932
Si 5.7982 7.5702 34.1784
Si 9.647 7.5726 34.1973
Si 13.4983 7.5688 34.1848
Si 1.9336 5.247 34.5859
Si 5.8008 5.247 34.5859
Si 9.6679 5.247 34.5859
Si 13.5351 5.247 34.5859
Si 0 11.6599 34.5859
Si 3.8672 11.6599 34.5859
Si 7.7343 11.6599 34.5859
Si 11.6015 11.6599 34.5859
Si 0 4.664 35.8227
Si 3.8672 4.664 35.8227
Si 7.7343 4.664 35.8227
Si 11.6015 4.664 35.8227
Si 1.9336 11.0769 35.8227
Si 5.8008 11.0769 35.8227
Si 9.6679 11.0769 35.8227
Si 13.5351 11.0769 35.8227
Si 0 2.332 36.2349
Si 3.8672 2.332 36.2349
Si 7.7343 2.332 36.2349
Si 11.6015 2.332 36.2349
Si 1.9336 8.745 36.2349
Si 5.8008 8.745 36.2349
Si 9.6679 8.745 36.2349
Si 13.5351 8.745 36.2349
Si 1.9336 1.749 0.6188
Si 5.8008 1.749 0.6188
Si 9.6679 1.749 0.6188
Si 13.5351 1.749 0.6188
Si 0 8.162 0.6188
Si 3.8672 8.162 0.6188
Si 7.7343 8.162 0.6188
Si 11.6015 8.162 0.6188
Si 0 5.83 1.031
Si 3.8672 5.83 1.031
Si 7.7343 5.83 1.031
Si 11.6015 5.83 1.031
Si 1.9336 12.2429 1.031
Si 5.8008 12.2429 1.031
Si 9.6679 12.2429 1.031
Si 13.5351 12.2429 1.031
Si 1.9336 5.247 2.2678
Si 5.8008 5.247 2.2678
Si 9.6679 5.247 2.2678
Si 13.5351 5.247 2.2678
Si 0 11.6599 2.2678
Si 3.8672 11.6599 2.2678
Si 7.7343 11.6599 2.2678
Si 11.6015 11.6599 2.2678
Si 1.9336 2.915 2.68
Si 5.8008 2.915 2.68
Si 9.6679 2.915 2.68
Si 13.5351 2.915 2.68
Si 0 9.328 2.68
Si 3.8672 9.328 2.68
Si 7.7343 9.328 2.68
Si 11.6015 9.328 2.68
Si 0.4418 -1.1909 26.3743
Si 3.3454 -0.1527 27.2649
Si 8.0448 -0.71 26.2087
Si 10.9206 -0.3403 25.6165
Si 1.6593 4.1351 27.809
Si 6.4417 6.6584 26.8584
Si 9.6694 3.8053 27.35
Si 14.0083 6.4155 26.8711
Si 1.5385 6.4715 27.6738
Si 6.2414 3.7 27.3675
Si 9.4329 6.9914 27.3469
Si 11.5827 3.2804 28.8526
Si 0.0568 11.1861 28.5863
Si 3.8644 10.529 28.073
Si 7.6889 11.5543 28.4689
Si 11.5481 11.1556 28.1685
Si 0.019 3.1295 29.1433
Si 3.5515 3.4907 29.0677
Si 7.8986 3.1623 28.9005
Si 13.6755 3.4203 27.718
Si 1.9469 10.0155 29.3632
Si 5.8312 10.1888 29.2711
Si 9.5993 10.2855 29.2416
Si 13.5008 10.1356 29.1989
Si 0.0056 0.7126 29.698
Si 3.6707 1.1492 29.4428
Si 7.7198 0.874 29.6713
Si 11.5764 1.0695 29.7632
Si 1.7968 7.6652 29.7007
Si 5.8186 7.8148 29.7459
Si 9.5989 7.9057 29.5237
Si 13.4629 7.7983 29.6689
Si 1.953 0.5386 30.9619
Si 5.6711 0.6346 30.8252
Si 9.6343 0.622 31.0207
Si 13.5173 0.5891 31.0084
Si -0.109 6.9962 30.8882
Si 3.8252 7.0545 30.8298
Si 7.7601 7.0487 30.8117
Si 11.5098 7.0885 30.7613
Si -0.0366 4.5811 31.1781
Si 3.8184 4.6837 31.1677
Si 7.7627 4.6114 31.0468
Si 11.5634 4.6532 31.0256
Si 1.9813 11.0666 31.4419
Si 5.7433 11.1623 31.3845
Si 9.668 11.1343 31.4122
Si 13.4813 11.0829 31.3665
Si 1.9118 4.1206 32.4895
Si 5.8082 4.1327 32.4094
Si 9.6636 4.1386 32.4235
Si 13.4709 4.1228 32.4418
Si -0.0211 10.4696 32.5567
Si 3.8883 10.4335 32.6128
Si 7.7053 10.4981 32.5525
Si 11.5785 10.4407 32.59
Si 1.9375 1.7919 32.9549
Si 5.7561 1.8046 32.8867
Si 9.6435 1.8305 33.0011
Si 13.5263 1.8114 32.9893
Si -0.0315 8.1335 32.9696
Si 3.8493 8.1093 32.9542
Si 7.7347 8.1436 32.9328
Si 11.5555 8.1033 32.9294
Si 0 2.332 3.9167
Si 3.8672 2.332 3.9167
Si 7.7343 2.332 3.9167
Si 11.6015 2.332 3.9167
Si 1.9336 8.745 3.9167
Si 5.8008 8.745 3.9167
Si 9.6679 8.745 3.9167
Si 13.5351 8.745 3.9167
Si 1.9082 6.4284 4.3106
Si 5.7824 6.4113 4.3049
Si 9.7337 6.4282 4.2844
Si 13.5805 6.4103 4.3349
Si 0.0437 12.813 4.3538
Si 3.8492 12.8132 4.365
Si 7.726 12.8173 4.3299
Si 11.6329 12.8157 4.3103
Si 0.0331 5.8429 5.6173
Si 3.8225 5.8106 5.5074
Si 7.7808 5.8343 5.4205
Si 11.6487 5.8473 5.5623
Si 1.9409 12.2481 5.7132
Si 5.7957 12.2961 5.6295
Si 9.6924 12.1744 5.4885
Si 13.5667 12.2097 5.5507
Si 0.1075 3.5029 6.0029
Si 3.8505 3.4929 5.968
Si 7.7312 3.5392 5.8878
Si 11.6462 3.5046 5.978
Si 1.9554 9.865 6.0626
Si 5.8423 9.9055 6.0327
Si 9.6791 9.8561 6.0277
Si 13.5418 9.8814 6.0037
Si 1.9966 2.8934 7.3754
Si 5.8292 3.2696 7.2029
Si 9.6346 2.8876 7.0996
Si 13.6364 2.9172 7.1853
Si -0.0234 9.2912 7.3226
Si 3.942 9.2342 7.3029
Si 7.755 9.2256 7.3093
Si 11.6285 9.397 7.3213
Si 0.0515 6.9348 7.7601
Si 3.9428 6.8336 7.6164
Si 7.7755 6.8014 7.529
Si 11.6637 6.9925 7.6518
Si 1.9208 13.3948 7.8948
Si 5.7835 13.5943 7.6877
Si 9.7222 13.393 7.4713
Si 13.5856 13.4164 7.5622
Si 2.0652 6.3506 8.9934
Si 5.8773 5.5826 8.2825
Si 9.7195 6.1901 8.7252
Si 13.5385 6.2871 8.9627
Si -0.157 12.8212 9.0592
Si 3.9679 12.7832 9.0434
Si 7.7771 12.8026 8.6511
Si 11.644 13.2029 8.832
Si 1.9566 4.0887 9.4896
Si 6.1012 4.7814 10.4459
Si 9.7119 3.8513 9.2457
Si 13.5191 3.8772 9.341
Si -0.0891 10.4659 9.4439
Si 3.9313 10.4317 9.3896
Si 7.8225 10.5378 9.3265
Si 11.7024 10.7787 9.3778
Si 0.0284 3.6205 10.7047
Si 3.4534 3.4792 11.2424
Si 8.0472 3.634 10.8767
Si 12.0496 2.1995 12.3373
Si 1.9136 9.807 10.5481
Si 5.9429 9.9968 10.6508
Si 9.7838 10.5369 10.7098
Si 13.421 9.9086 10.7462
Si -0.6319 0.8574 11.3512
Si 4.389 0.6975 11.3042
Si 7.5445 1.4642 11.427
Si 11.612 2.6513 10.0816
Si 2.2723 7.5512 11.0809
Si 5.3912 7.3753 11.9464
Si 10.1657 7.6081 11.4785
Si 13.3096 7.5455 11.0108
O 9.9209 11.833 11.7204
O 5.9313 14.0151 11.5612
O 1.8619 -0.3074 26.4803
O 9.4591 0.1665 26.2025
O 11.7468 7.2296 11.4457
O 6.1513 8.3649 10.8934
O 0.1153 6.8996 26.8779
O 7.9295 7.3536 26.7716
O 0.3633 2.1673 11.4381
O 13.4449 14.1707 12.1054
O 5.9551 10.6159 12.2024
O 14.2434 6.9868 12.2657
O 4.0858 12.4006 12.4521
O 5.8105 7.7115 13.4821
O 8.8277 4.3335 12.1656
O 12.2145 3.6159 13.1991
O 1.3718 6.8702 12.2851
O -0.0369 12.4379 12.2247
O 13.0804 10.5468 12.3127
O 9.5145 6.8556 12.7399
O 8.374 13.7428 12.7409
O 9.8867 9.1975 11.6701
O 1.8829 10.5693 12.0335
O 3.505 4.2202 12.7306
O 4.3814 0.5413 26.1553
O -3.8549 -0.0457 28.4897
O 9.5523 3.7295 25.6376
O 6.6051 5.0679 26.5512
O 0.4993 10.3323 25.343
O 2.9068 6.8937 26.8501
O 6.8762 0.0774 25.3568
O 8.3643 10.6243 25.5732
O 10.6692 12.2177 24.0413
O 5.3749 7.3457 25.8255
O 13.1404 6.8905 25.5754
O 13.9889 2.2537 26.5915
O 14.5971 -0.2693 26.0712
O 1.6298 3.7558 26.1615
O 10.6134 7.4476 26.3022
O 12.1078 0.7582 25.6749
Si 3.1038 8.8006 23.1815
Si 8.3444 7.0319 23.1749
Si 5.6853 1.2207 25.4358
Si 2.4773 2.4316 19.1297
Si 5.4323 9.3556 18.3857
Si 9.7595 12.8932 12.9421
Si 11.7157 4.616 14.419
Si 2.0911 2.4848 16.0537
Si 4.409 4.4343 20.5902
Si 15.0471 2.3332 20.3802
Si 15.2595 9.6083 24.037
Si 12.5479 9.2167 23.1198
Si 6.1081 8.9396 22.5219
Si 9.6843 4.6321 24.2567
Si 13.6433 10.1756 13.8046
Si 4.0517 3.9236 14.2364
Si 6.8311 7.1095 14.5968
Si 0.9456 6.7908 23.128
Si 13.7087 1.0089 25.5931
Si 10.8802 4.5219 19.0135
Si 9.2625 8.4535 15.8696
Si 12.255 7.598 15.1496
Si 6.1047 11.3838 20.5487
Si 9.3362 11.6446 15.8356
Si 9.3423 3.3246 21.3486
Si 9.0029 5.4345 13.328
Si 3.8804 7.9654 26.0966
Si 16.2725 6.7208 18.1849
Si 1.5267 12.2003 15.7829
Si 4.2111 2.6448 23.0811
Si 5.1615 11.5167 13.3072
Si 9.978 7.1902 20.5434
Si 7.2826 4.4568 19.4364
Si 14.0407 11.4002 16.4856
Si 8.8437 0.2832 20.6762
Si 0.8033 11.2823 13.0056
Si 10.3148 11.3415 22.7335
Si -2.3688 3.9165 17.0135
Si 12.8584 7.791 20.6213
Si 7.9845 7.4709 18.4655
Si 6.4108 3.2196 15.6751
Si 4.2711 10.9362 16.0863
Si 10.2143 13.5271 17.8776
Si 4.8817 5.5908 16.4316
Si 15.7466 5.0263 15.8094
Si 15.5024 6.0695 12.7624
Si 3.7219 6.9576 19.1296
Si 1.7578 3.9381 24.5539
Si 8.1608 9.7732 24.2098
Si 3.4322 13.1193 21.0446
Si -1.6306 8.4727 17.6717
Si 11.5929 6.9927 25.0602
Si 15.6463 1.4061 23.3211
Si 1.5476 11.4908 22.7221
Si 8.8119 3.2859 17.208
Si 6.4488 12.8709 15.6536
Si 14.7189 5.4707 20.679
Si 13.2286 14.0182 18.1704
O 9.0394 7.5649 17.2207
O 2.1354 7.2493 18.9432
O 12.0124 3.8395 15.8124
O 12.4094 4.4133 18.4266
O 8.37 5.6375 24.0471
O 0.1142 5.8052 14.3781
O 11.2736 8.1308 20.7197
O 13.3772 8.3705 19.2149
O 3.1243 3.6465 19.986
O 11.6135 8.1118 23.8706
O 2.7045 10.4082 23.2285
O 8.1483 4.3426 20.8301
O 3.2739 2.6606 14.9389
O 4.5334 8.6446 22.4536
O 3.4719 1.4748 22.1885
O 8.7911 1.7816 21.3387
O 8.9302 10.5233 22.9844
O 13.4645 8.5893 21.9098
O 7.7488 3.2377 18.4493
O 7.9472 8.251 14.9236
O 1.5158 13.7963 16.0759
O 4.8049 12.2405 21.0656
O 0.8127 2.8213 23.8227
O 5.6658 3.5273 14.2345
O 16.6901 5.8508 16.8618
O 15.3877 7.9737 17.6225
O -0.1902 10.1288 13.6262
O 3.2599 3.4667 24.1164
O 5.3458 1.8459 23.956
O 9.7523 12.0247 14.3168
O 15.6489 11.5405 16.3718
O 3.1742 1.015 19.5931
O 12.4119 6.1107 14.4635
O 7.6072 5.765 14.0965
O 9.7943 3.7114 22.8884
O 6.9409 7.512 22.4426
O 2.1394 7.6982 22.4278
O 6.2194 12.5059 14.0762
O 4.6825 9.6228 16.9535
O 5.7277 4.1661 19.7074
O 8.7723 7.9814 19.7992
O 5.5894 4.142 16.7636
O 13.7096 2.4233 17.2151
O 10.4177 12.2453 16.9001
O 0.2391 10.4878 22.6918
O 5.7635 10.8163 19.0476
O 15.4174 1.5082 21.7237
O 10.6659 7.9683 15.2106
O 9.5057 1.8465 16.9651
O 8.7399 8.2444 24.2097
O 4.7537 3.8303 22.0763
O 10.5698 3.4586 20.2387
O 4.4245 10.6251 14.4741
O 3.8454 5.2669 15.1827
O 0.1047 6.0787 21.9297
O 1.0866 12.851 23.5862
O 5.9812 6.6909 15.925
O 5.2475 12.1757 16.4955
O 11.0317 5.5736 24.4445
O 3.1596 8.2764 24.6973
O 2.7021 15.571 17.5489
O 10.5063 5.9748 19.6133
O 14.2933 4.9067 16.5444
O 11.5963 10.3744 22.4893
O 9.3517 10.0504 16.1154
O 13.7158 10.026 17.2666
O 13.2474 6.2013 20.7456
O 0.9086 3.5311 15.6375
O 4.2159 6.1708 17.7787
O 9.4648 6.768 22.02
O 4.4626 8.4029 19.2977
O 11.6307 14.0698 18.4392
O 6.5529 9.6905 23.9146
O 15.4308 5.8228 19.2567
O 7.9929 3.6362 15.8304
O 1.4314 5.503 24.073
O 14.1927 1.2979 24.0594
O 4.0436 6.0312 20.453
O 2.7609 -1.4287 16.4777
O 0.1307 7.9871 23.9524
O 13.0417 8.729 14.2748
O 6.3455 1.6291 15.9717
O 13.9433 14.2319 19.6167
O 7.8648 12.2625 16.1662
O 6.8008 8.5191 18.1351
O 7.385 12.3796 20.7128
O 14.5477 3.8469 20.773
O 13.6411 9.7957 24.1923
O 6.4405 9.9995 21.3439
O 13.5282 12.6339 17.3919
O 2.1601 12.1125 21.3369
O 1.6387 -0.8242 14.1844
O 9.2486 13.1654 19.1132
O 9.9366 4.3591 17.6808
O 13.3431 11.2949 14.9883
O 10.0223 12.2715 21.4415
O 7.4562 5.938 18.735
O 0.8785 2.4214 19.408
O 10.1102 4.8369 14.3541
O 12.8777 7.5967 16.6709
O 3.3068 1.8838 11.568
O 21.3106 6.8793 28.3541
O 9.5647 18.2331 27.6791
O 10.9806 1.1527 13
O 13.2885 -5.8461 28.2151
O 3.9805 9.3746 26.8839
O 11.3789 -1.6703 26.4913
O 9.4487 7.112 10.1046
O 3.7979 7.537 11.7101
O -1.5519 -8.029 26.8532
O -0.089 4.637 12.0043
O 8.0764 0.5972 10.1625
O 4.9112 3.6418 10.5173
O 6.2588 2.432 26.3478
O 4.7906 3.9364 28.0479
O 5.8732 5.8653 11.6472

Results
free energy: -257823.309 eV
free energy less fixed offsets of O -568.88, Si -635.61 eV per atom: -5.769 eV

Forces (eV/angstrom), in the order of the atoms: element, x, y, z
Si 0.0089 0.065 -0.1015
Si -0.0036 0.0233 -0.074
Si 0.0272 -0.0127 -0.1006
Si 0.0245 0.0147 -0.0564
Si 0.0003 -0.037 -0.0464
Si 0.0201 -0.0907 -0.0548
Si -0.0085 -0.0306 -0.0361
Si 0.0276 -0.0224 -0.0249
Si -0.0923 -0.0331 -0.0719
Si 0.1022 -0.0296 -0.4433
Si -0.0413 0.0342 -0.392
Si -0.1467 -0.0344 -0.3298
Si -0.0994 0.0022 0.1368
Si 0.0691 0.107 0.3501
Si -0.054 0.1253 0.1843
Si -0.0346 0.025 0.2673
Si 0.0339 -0.1001 -0.1051
Si -0.0238 -0.1056 -0.1038
Si -0.0045 -0.1581 -0.1213
Si 0.0722 -0.0699 -0.1028
Si 0.0389 0.0791 0.0222
Si -0.0447 0.1068 0.0776
Si 0.0232 0.0779 0.0522
Si 0.0275 0.0928 0.0529
Si 0.0247 0.0119 0.1433
Si 0.016 -0.0198 0.0699
Si -0.1435 0.0022 0.0413
Si -0.0173 -0.0041 0.16
Si -0.0287 0.0591 0.0904
Si -0.0034 0.0422 0.0086
Si -0.0087 0.0794 0.1137
Si -0.0987 0.0353 0.0381
Si 0.0076 0.0361 -0.0032
Si -0.0199 0.0462 0.0135
Si 0.0423 -0.0115 -0.019
Si 0.0412 -0.0153 -0.0077
Si 0.016 -0.0225 -0.0237
Si 0.0056 -0.0331 -0.0191
Si 0.0303 -0.01 -0.0185
Si 0.0089 0.0258 0.0071
Si -0.024 -0.0239 -0.0267
Si 0.0296 0.0213 -0.0051
Si 0.0059 0.0403 0.0318
Si -0.0639 -0.0156 -0.0094
Si -0.0288 -0.0131 0.0103
Si 0.0362 -0.0031 0.0489
Si -0.008 -0.0043 0.0301
Si -0.0375 0.0058 0.0243
Si -0.0915 -0.0489 -0.0961
Si -0.0606 -0.0232 -0.2077
Si 0.1763 -0.0868 -0.2499
Si 0.1044 -0.022 0.0299
Si 0.1423 0.0233 0.0996
Si -0.0759 -0.0104 0.1671
Si -0.095 0.0154 -0.0071
Si 0.12 -0.0132 -0.1849
Si -0.0278 -0.0553 -0.0236
Si 0.0276 -0.0582 0.0336
Si -0.0547 -0.0148 -0.0094
Si -0.0373 -0.007 0.035
Si -0.0094 0.0989 0.0609
Si -0.0027 0.0942 0.0602
Si -0.0272 0.0075 0.0377
Si -0.0346 0.0514 0.0559
Si -0.0697 -0.1071 0.3921
Si 0.2756 0.1993 -0.2241
Si 0.0696 -0.1608 0.429
Si -0.1692 -0.3264 0.0287
Si -0.0041 -0.1571 -0.3248
Si 0.2064 0.1811 0.1777
Si 0.107 -0.0726 -0.0106
Si 0.0545 -0.0473 0.1425
Si -0.005 0.5961 0.1369
Si 0.0809 -0.2616 0.4942
Si 0.1474 0.4666 0.5212
Si 0.0752 0.047 -0.292
Si -0.0749 0.1977 0.1681
Si -0.1132 -0.4164 -0.1762
Si -0.0457 -0.0538 0.0554
Si -0.1089 -0.2303 -0.2734
Si -0.1955 -0.1461 0.3591
Si 0.3931 0.2118 -0.1675
Si -0.1263 -0.0961 0.0772
Si 0.1529 -0.1984 0.1065
Si -0.1915 0.1026 0.1844
Si 0.3328 0.3218 0.0525
Si -0.0418 0.1508 -0.0633
Si -0.0031 0.273 -0.0224
Si -0.0511 -0.0141 -0.1444
Si -0.0122 -0.3881 -0.0456
Si -0.0622 -0.0411 -0.0525
Si -0.0553 -0.12 -0.475
Si 0.0207 -0.0282 -0.0187
Si 0.0641 -0.3515 -0.4908
Si -0.0137 -0.0079 -0.1156
Si 0.0235 -0.2759 -0.3672
Si -0.0507 -0.0232 0.0471
Si -0.0832 0.0406 -0.1124
Si -0.0595 -0.109 0.0352
Si 0.1096 -0.1287 -0.0349
Si 0.0859 0.0206 -0.0561
Si -0.1715 0.1356 -0.0099
Si 0.1479 0.0786 0.0659
Si -0.1522 0.0086 0.1071
Si 0.0026 -0.168 -0.129
Si -0.0285 -0.0595 -0.0041
Si 0.0473 -0.121 -0.1937
Si -0.0288 0.0157 -0.1226
Si 0.0942 -0.0425 0.1063
Si 0.0042 -0.0355 0.0769
Si 0.0744 0.0316 0.0843
Si -0.1318 -0.018 0.1364
Si -0.0265 0.0324 -0.0858
Si -0.0416 -0.0164 -0.0405
Si 0.0112 -0.0342 -0.0413
Si 0.0626 -0.0128 -0.0745
Si 0.0278 0.0334 -0.191
Si -0.0831 0.0213 -0.0583
Si 0.0291 0.0093 -0.1761
Si 0.0317 0.0057 -0.1269
Si -0.0112 -0.0152 -0.0138
Si -0.0363 0.042 -0.0054
Si 0.0498 0.1266 -0.0046
Si -0.0809 0.0221 0.0339
Si -0.0911 -0.0655 -0.0106
Si 0.0425 0.0241 0.0144
Si -0.0274 -0.0346 -0.0047
Si 0.0342 0.0237 -0.0488
Si 0.2933 -0.0551 0.2276
Si -0.1208 -0.2436 0.0421
Si -0.0026 -0.2659 -0.3786
Si 0.071 0.0221 0.0054
Si -0.0317 0.1996 0.2646
Si 0.0226 0.2015 0.1959
Si 0.1534 0.0472 0.0925
Si 0.0495 -0.0882 0.1009
Si 0.018 0.0289 0.019
Si 0.0319 0.0293 0.1209
Si -0.0391 -0.0072 0.032
Si -0.0641 0.0323 0.037
Si -0.018 -0.0012 0.0694
Si 0.0235 0.0436 0.0982
Si -0.0087 0.0279 0.0645
Si 0.0065 -0.0716 0.0661
Si 0.0855 -0.0405 0.1162
Si -0.0502 -0.0459 -0.0391
Si 0.0858 -0.0204 -0.0943
Si -0.0009 -0.0012 0.0021
Si 0.0277 -0.0844 0.1312
Si 0.05 0.1067 0.0564
Si -0.0416 -0.0072 0.0257
Si -0.02 -0.0085 -0.0629
Si -0.0792 0.0273 0.0661
Si -0.0498 0.0637 0.0984
Si 0.1567 0.0203 -0.0233
Si -0.0067 0.0269 0.1667
Si 0.001 -0.0434 0.1331
Si -0.076 -0.0214 0.1677
Si -0.0167 -0.0353 0.0285
Si 0.0837 -0.0098 0.1026
Si 0.0263 0.003 0.0233
Si -0.0644 -0.1378 0.0951
Si 0.0536 0.0133 -0.0124
Si 0.0368 -0.0316 -0.1208
Si -0.0184 0.0174 0.1061
Si 0.0664 0.0608 0.0149
Si -0.0147 -0.0487 0.0366
Si -0.0212 0.104 0.1703
Si 0.0445 -0.04 0.0796
Si 0.0019 0.0261 0.1499
Si -0.1213 0.0003 -0.0134
Si 0.1063 -0.0122 0.1149
Si 0.016 -0.0398 0.0604
Si -0.0828 0.1576 -0.013
Si -0.0955 0.0689 -0.0287
Si -0.0078 0.1385 -0.0513
Si -0.1322 0.3863 -0.051
Si 0.0705 -0.0036 0.0563
Si -0.0074 0.2897 0.3481
Si 0.0994 0.0501 0.0167
Si -0.1389 0.0401 0.1656
Si 0.0371 0.0663 0.012
Si 0.218 -0.1465 0.1467
Si -0.0741 0.0458 0.2212
Si -0.1072 -0.0937 0.0004
Si -0.3821 0.2393 -0.4907
Si 0.3161 -0.1581 -0.2211
Si 0.1147 -0.0428 0.0705
Si 0.1345 -0.1234 -0.2057
Si 0.0268 -0.1674 -0.1141
Si -0.1356 -0.0471 -0.1583
Si -0.2439 0.0864 -0.3114
Si -0.1811 0.3367 0.1112
Si 0.1303 -0.0241 0.1261
Si 0.5214 0.3603 0.1815
Si -0.2102 0.133 -0.5395
Si -0.0443 0.4692 0.1909
Si -0.0781 -0.2153 0.1355
Si 0.2744 0.2174 -0.0575
Si -0.0528 0.2646 0.4287
Si 0.3814 -0.137 -0.0396
Si -0.0344 -0.1273 -0.4318
Si -0.3548 -0.5817 0.1982
Si -0.2019 -0.1358 -0.2488
Si 0.078 -0.404 -0.0232
Si -0.0612 0.2427 0.0487
Si 0.001 -0.0608 -0.1294
Si -0.0797 -0.5665 0.0249
O -0.0473 -0.0534 -0.0849
O 0.2255 0.029 0.0056
O 0.2727 0.0753 -0.0578
O -0.0594 0.0976 -0.0938
O 0.0609 0.0571 0.0582
O 0.0089 0.1133 -0.1289
O 0.1478 -0.1001 -0.0275
O -0.1672 -0.0871 -0.1751
O -0.2173 -0.0399 -0.1889
O 0.2087 -0.1396 0.0494
O 0.0873 -0.0385 -0.2485
O -0.184 0.2116 -0.1348
O -0.1122 -0.0929 0.1055
O -0.1223 -0.0756 -0.1228
O -0.0631 -0.0591 0.0439
O 0.1344 -0.2385 0.0138
O 0.1236 0.0923 -0.1106
O -0.1652 0.0797 0.002
O -0.0236 -0.0986 -0.5712
O -0.0355 -0.0018 -0.0413
O -0.1168 0.1635 -0.0474
O -0.0249 0.0137 0.0117
O 0.0143 0.0344 -0.1236
O -0.2138 0.0627 -0.2722
O -0.3211 -0.0942 0.0404
O 0.0528 0.1823 0.3595
O 0.0491 -0.2809 0.6823
O -0.0732 0.106 -0.2307
O 0.123 0.2373 0.1357
O -0.0131 -0.1051 -0.2092
O -0.1165 0.1434 -0.087
O 0.0235 -0.0589 -0.1148
O 0.0923 0.0636 0.1256
O 0.0751 -0.0869 0.0333
O 0.1416 0.0268 0.0807
O -0.1281 0.0166 0.0128
O -0.0673 0.0573 -0.2718
O 0.0638 0.057 0.5122
O -0.0029 0.0102 -0.077
O -0.0272 0.1726 -0.0391
Si 0.0487 0.1204 -0.1803
Si 0.003 0.0323 -0.132
Si 0.1374 -0.1002 0.0496
Si 0.0296 -0.0656 -0.0543
Si -0.0173 -0.0273 -0.1234
Si 0.0442 -0.1519 0.0815
Si -0.1519 0.0474 0.1141
Si 0.035 -0.0513 0.0927
Si -0.0549 -0.0437 -0.0167
Si 0.1272 -0.0779 0.009
Si -0.1929 0.011 -0.2008
Si -0.0317 0.0804 0.0084
Si -0.095 0.0263 0.0574
Si -0.0217 0.2427 -0.1746
Si 0.1044 -0.0979 0.2861
Si -0.0016 -0.0654 0.2237
Si 0.1661 0.0074 0.1776
Si 0.0726 0.13 -0.0707
Si 0.1344 0.0527 0.0044
Si -0.0593 0.0238 -0.0753
Si -0.0584 0.1016 -0.0279
Si -0.226 0.0347 0.1966
Si -0.0319 -0.052 -0.0021
Si -0.1116 -0.1531 0.155
Si -0.0482 -0.0315 0.0186
Si -0.1413 0.0609 0.2222
Si -0.2744 0.106 0.0202
Si -0.0348 0.0216 -0.06
Si 0.0683 -0.0167 0.1682
Si -0.1487 0.0153 -0.1677
Si 0.0414 0.0396 0.1059
Si -0.0324 0.0609 0.0424
Si -0.0137 0.0445 -0.1467
Si 0.0994 -0.067 0.0255
Si 0.1069 -0.048 -0.0999
Si 0.2511 0.0053 0.0701
Si 0.0234 -0.1527 -0.0011
Si 0.0251 -0.0131 -0.028
Si 0.0702 0.0744 -0.0265
Si 0.056 0.0056 -0.1429
Si 0.0424 0.0203 0.14
Si -0.0422 0.1224 0.1055
Si -0.0598 -0.0338 -0.1249
Si 0.1165 0.0457 -0.0256
Si 0.0927 -0.1513 0.1586
Si 0.0943 0.0179 -0.1727
Si 0.0751 -0.0937 -0.1409
Si -0.0192 -0.0147 -0.4707
Si 0.0234 0.1489 -0.0654
Si -0.1278 -0.0156 -0.0806
Si -0.0256 0.0252 0.0046
Si -0.1819 0.0828 -0.1625
Si 0.1433 -0.0621 -0.0571
Si -0.0591 -0.0855 -0.0347
Si -0.0325 -0.0585 -0.1659
Si -0.0143 -0.0268 0.1553
Si 0.0167 0.0601 0.0389
Si 0.0492 0.001 -0.0462
O -0.0284 -0.0978 0.0493
O -0.0152 0.0508 0.0473
O -0.0081 -0.0018 -0.029
O -0.0779 0.0145 0.0345
O 0.0424 -0.0749 0.0413
O -0.0492 -0.0017 -0.1506
O -0.0182 -0.0146 -0.0074
O -0.0231 -0.0232 0.04
O -0.0045 0.0738 0.0416
O -0.0065 -0.1343 0.1504
O -0.0108 -0.0246 0.0552
O 0.0038 -0.0217 0.0904
O -0.0147 -0.0163 -0.0637
O -0.0074 -0.0534 0.0152
O 0.0201 0.0719 0.1312
O -0.0103 0.045 0.0229
O -0.0116 -0.0541 0.0275
O -0.0124 -0.0353 -0.0282
O 0.0127 0.0341 0.0961
O -0.0943 -0.0839 -0.0489
O 0.0166 0.0063 -0.0555
O 0.0855 -0.0442 -0.0191
O -0.0425 0.052 0.1159
O -0.0038 -0.0105 -0.146
O -0.0616 0.0045 -0.0203
O 0.0252 -0.0199 0.0096
O -0.0119 -0.0483 -0.0863
O 0.0487 0.0244 0.1118
O 0.1068 -0.104 0.1413
O 0.0319 0.1022 -0.165
O -0.0461 -0.0098 -0.0117
O 0.0094 -0.0107 -0.0028
O 0.0699 -0.0833 -0.1045
O 0.0789 -0.1116 -0.1741
O -0.0027 -0.0145 0.0221
O 0.0154 -0.0627 0.0446
O -0.0475 -0.0144 0.0824
O 0.0094 -0.0558 -0.0635
O 0.0641 -0.0392 0.0311
O 0.0658 -0.0265 0.004
O -0.0177 0.0382 0.0224
O -0.0133 -0.0034 -0.0139
O 0.0035 0 -0.0105
O 0.0518 0.0428 0.0077
O 0.0346 -0.0067 0.0832
O 0.0085 0.0228 0.0278
O -0.0333 -0.0142 0.0149
O 0.1141 -0.0842 -0.058
O 0.037 0.0214 0.0134
O -0.0063 -0.0592 0.0421
O -0.0173 -0.0052 0.0566
O 0.0279 -0.0077 0.0668
O 0.0152 0.0061 -0.0875
O -0.0317 -0.0226 -0.1301
O -0.0011 -0.0168 0.0308
O 0.0286 0.0002 0.0606
O 0.0084 0.0342 -0.0651
O -0.0232 -0.0159 0.005
O 0.0297 -0.05 0.0091
O 0.0985 -0.0471 0.1451
O 0.0197 0.0211 -0.0385
O 0.0547 -0.0548 -0.001
O 0.0017 0.0427 -0.0106
O 0.0116 0.0192 -0.0059
O 0.0338 0.0738 0.005
O -0.0102 0.0648 -0.0007
O 0.0341 -0.0324 0.0098
O -0.0538 0.0847 -0.0542
O -0.0663 0.0038 0.0028
O -0.0232 -0.0228 0.0483
O -0.019 -0.0039 0.0707
O -0.014 0.0151 0.065
O 0.0081 -0.0421 -0.0232
O 0.0092 -0.0211 0.0139
O 0.0042 0.0068 0.0505
O -0.0076 -0.0439 0.0794
O -0.1271 -0.02 0.0957
O 0.0029 0.0001 0.0596
O -0.0103 0.001 -0.0369
O 0.0223 0.0225 0.069
O 0.1088 0.0988 -0.1228
O -0.0288 -0.0245 -0.0476
O -0.0438 -0.009 0.0089
O -0.008 0.0239 -0.0654
O -0.0525 0.0398 0.0591
O -0.0374 0.0274 -0.0092
O -0.0411 0.0287 -0.0182
O 0.0423 0.0068 -0.0231
O 0.0304 0.0432 -0.0493
O -0.0103 0.0202 0.0168
O 0.0378 0.0293 -0.0253
O -0.059 -0.0005 -0.1431
O -0.0607 -0.0103 0.0635
O 0.0143 0.026 0.0151
O -0.0316 0.0412 -0.1361
O -0.0327 0.0621 -0.0157
O -0.0009 -0.0191 0.0587
O -0.0195 0.0171 0.0063
O -0.0305 -0.0119 -0.0916
O 0.0351 -0.064 -0.0335
O -0.1665 0.1099 0.1195
O -0.1485 0.0797 0.1075
O 0.0458 0.1727 -0.083
O 0.1052 0.0732 0.2124
O 0.0461 0.131 0.1989
O 0.074 -0.027 0.0445
O 0.1665 -0.0433 0.2982
O 0.0413 -0.1298 -0.1432
O -0.1778 -0.019 -0.0056
O -0.0578 0.0257 0.0225
O 0.0209 -0.0408 -0.0946
O 0.0444 0.1357 -0.1453
O 0.0622 0.1118 0.0915
O -0.0738 0.0896 -0.0975
O -0.3177 -0.0555 0.0894
O 0.1273 -0.1758 0.1033

The program warned: the cutoff lies below the one the program advises for these potential files; the forces do not sum to zero within the program's tolerance; the exchange-correlation potential is rough where the density is thin.
